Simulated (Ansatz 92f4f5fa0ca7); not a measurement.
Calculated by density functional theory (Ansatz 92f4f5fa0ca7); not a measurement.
Periodic cell of 225 atoms, Si132O91B2, from a study of silicon, its oxide and their interface. The atomic structure is a simulated model.
Doubt: the cutoff is far below the 930 eV that the study's wrapper takes by default for these files, so forces and energies are approximate.
This geometry differs little from another in the collection (a relaxation step or a small displacement).

Settings
functional: PBE
potential files: Ansatz PAW
basis: plane waves
wave-function cutoff: 580 eV
density cutoff ratio: 5
exchange-correlation grid ratio: 1
k mesh: 1 x 1 x 1, Gamma-centred
self-consistency stop: 5e-08 eV per atom in the density residual
occupations: fixed
spin: none
net charge: 0

Cell vectors (angstrom)
a 10.938 0 0
b 0 10.938 0
c 0 0 31.9494

Atoms: element, x, y, z (angstrom)
Si 10.6579 -0.0143 24.4143
Si 5.1033 0.1084 24.6502
Si 2.852 2.2805 24.5395
Si 8.5992 2.4178 24.5722
Si 10.7366 5.5704 24.326
Si 5.1885 5.5962 24.4487
Si 3.0184 7.934 24.4127
Si 8.4458 7.8133 24.4199
Si 1.3163 1.1203 25.8414
Si 6.8355 1.3127 25.7388
Si 4.011 4.0005 25.7366
Si 9.7118 4.0139 25.8513
Si 1.3603 6.7788 25.6689
Si 6.8289 6.7084 25.7527
Si 4.0278 9.457 25.9515
Si 9.5067 9.4301 25.7983
Si 2.6572 -0.1455 27.2877
Si 8.1575 -0.0804 27.1449
Si 0.0963 2.6458 27.2095
Si 5.4711 2.7073 27.1154
Si 2.6851 5.4044 27.1125
Si 8.2105 5.3561 27.1378
Si 0.0271 8.1385 27.1294
Si 5.5308 8.1302 27.1797
Si 4.0957 1.3233 28.501
Si 9.5495 1.3218 28.5008
Si 1.3973 4.0611 28.5674
Si 6.8203 4.0535 28.5293
Si 4.0928 6.7757 28.4886
Si 9.5668 6.7775 28.4851
Si 1.3013 9.4751 28.622
Si 6.8358 9.5277 28.5652
Si -0.0257 -0.0068 29.9129
Si 5.4694 -0.0105 29.8971
Si 2.7707 2.7094 29.9055
Si 8.2058 2.7123 29.8883
Si 0.0026 5.4507 29.8916
Si 5.4684 5.4507 29.889
Si 2.7552 8.1594 29.9059
Si 8.2322 8.1729 29.8913
Si 1.3673 1.3673 31.2657
Si 6.8362 1.3673 31.2657
Si 4.1018 4.1018 31.2657
Si 9.5708 4.1018 31.2657
Si 1.3673 6.8362 31.2657
Si 6.8362 6.8362 31.2657
Si 4.1018 9.5708 31.2657
Si 9.5708 9.5708 31.2657
Si 2.7345 0 0.6835
Si 8.2035 0 0.6835
Si 0 2.7345 0.6835
Si 5.469 2.7345 0.6835
Si 2.7345 5.469 0.6835
Si 8.2035 5.469 0.6835
Si 0 8.2035 0.6835
Si 5.469 8.2035 0.6835
Si 4.0738 1.3998 2.0635
Si 9.5741 1.3703 2.0374
Si 1.3383 4.1507 2.0573
Si 6.8128 4.1466 2.0492
Si 4.0837 6.8529 2.0451
Si 9.5563 6.8559 2.0572
Si 1.3511 9.6108 2.0595
Si 6.7863 9.6387 2.041
Si 0.004 0.0606 3.4563
Si 5.423 0.0495 3.4631
Si 2.7085 2.8043 3.4157
Si 8.2291 2.7907 3.3458
Si 0.0189 5.5487 3.4687
Si 5.4556 5.5355 3.4413
Si 2.7332 8.2511 3.3955
Si 8.1808 8.2909 3.3507
Si 1.3642 1.4726 4.8331
Si 6.8318 1.5073 4.7132
Si 4.0345 4.1991 4.7981
Si 9.5752 4.1239 4.7571
Si 1.3553 7.0113 4.8407
Si 6.8035 7.0099 4.7437
Si 4.0334 9.5897 4.8319
Si 9.5331 9.6091 4.7635
Si 2.5996 -0.0422 6.202
Si 8.1929 0.1281 6.0415
Si 0.0169 2.8667 6.2582
Si 5.4463 2.8313 6.1067
Si 2.7532 5.6696 6.1958
Si 8.2284 5.622 5.9594
Si 0.0024 8.4037 6.2712
Si 5.4683 8.3201 6.2588
Si 4.3262 1.1346 7.3427
Si 9.7267 1.2227 7.4506
Si 1.1872 4.5422 7.5182
Si 6.6195 4.5588 7.2752
Si 4.324 6.7649 7.662
Si 9.7451 6.6719 7.4607
B 0.8111 10.1633 7.0427
Si 6.6883 9.9669 7.4535
O 9.6143 1.224 23.982
O 4.134 6.7843 23.944
O 4.0392 1.2287 24.0281
O 9.565 6.6859 23.8919
O -0.0143 5.6066 7.9875
O 5.5079 0.1113 7.9242
O -0.0027 0.0565 7.7616
O 5.5346 5.6428 7.9371
O 7.6439 3.9935 8.4276
O 8.7583 7.0939 8.7314
O 8.9307 1.6835 8.8505
O 7.5802 9.4858 8.7713
O 3.5751 1.826 8.6204
O 3.5939 7.2764 9.0991
O 2.067 4.0297 8.8379
O 8.1772 3.4735 23.369
O 0.4822 4.916 22.9408
O 1.9324 2.731 23.2533
O 5.8639 4.886 23.1159
O 5.5458 9.982 23.4761
O 2.481 8.6717 23.0286
O 0.2275 10.0537 23.0789
O 7.811 8.5528 23.0787
Si 8.7477 7.6595 18.4356
Si 8.9737 6.3172 13.6002
Si 3.9226 1.5065 14.7387
Si 2.2442 5.7116 17.6427
Si 2.4913 3.1016 19.4982
Si 10.0271 8.9848 12.009
Si 1.3742 9.4 22.0795
Si 9.3339 0.9244 13.1835
Si 1.5505 5.0193 13.0047
Si 2.0138 8.1892 12.7185
Si 6.6914 9.541 22.4212
Si 4.6484 4.5509 15.75
Si 8.2744 3.0251 9.5499
Si 0.9233 8.2126 19.2614
Si 7.0142 1.3253 21.0912
Si 8.3239 8.3494 9.6826
Si 11.0239 5.152 15.5983
Si 7.6844 9.4623 16.3041
Si 9.9951 2.0248 20.2908
B 3.759 8.0107 10.2761
Si 6.8143 3.2956 17.4402
Si 1.2322 0.1758 19.799
Si 3.3344 2.783 12.3053
Si 7.3059 5.3647 19.6942
Si 5.9686 8.5778 11.6497
Si 5.9562 5.998 13.2553
Si 4.7384 9.665 17.5909
Si 1.0637 3.5775 22.1725
Si 4.9765 1.4352 18.8015
Si 3.2039 3.0981 9.5395
Si 6.588 10.8054 13.7844
Si 10.4785 0.0785 15.9644
Si 5.7321 3.6311 11.1426
Si 9.9808 3.8489 11.8656
Si 2.4706 9.8679 15.4942
Si 6.1625 8.0932 19.7849
Si 6.982 3.9595 22.3787
Si 9.8717 2.7294 17.362
O 7.3901 6.3166 13.9729
O 1.9735 7.0253 18.6861
O 10.417 3.9712 16.4998
O 6.2759 9.9267 17.0303
O 10.2817 0.7215 14.4838
O 8.5337 6.0802 18.8608
O 5.3196 0.6877 14.4275
O 5.8342 2.0057 17.5463
O 8.407 1.9048 20.5243
O 2.0825 4.2636 18.4118
O 7.0353 2.7913 10.6077
O 4.9654 2.6503 12.1942
O 6.1474 4.3484 16.3894
O 4.5983 3.9101 9.9547
O 10.7366 2.7444 21.5552
O 9.8783 6.1238 14.9551
O 6.0918 6.4563 19.8272
O 4.1746 0.1266 18.2472
O 9.4694 10.4887 12.3096
O 2.9941 4.3333 12.7201
O 1.9681 10.6757 21.212
O 4.0681 2.6746 19.3771
O 0.8557 9.9967 15.914
O 1.3521 9.771 18.8308
O 1.7872 1.6258 19.2698
O 9.068 10.3379 16.474
O 4.9716 8.5428 18.7589
O 9.7148 8.8019 10.4122
O 6.861 4.034 18.8879
O 2.9559 1.6926 13.4227
O 5.8963 8.7585 21.2387
O 2.582 2.4483 10.9061
O 7.686 4.8459 21.1951
O 5.4058 7.4381 12.6885
O 0.6811 9.0011 12.2825
O 7.7348 1.0168 13.5363
O 7.2342 9.6069 14.7291
O 9.1324 4.9787 12.6749
O 8.1892 7.9969 16.9039
O 6.2759 2.562 21.8801
O 2.5956 9.0294 14.0451
O 0.5648 4.4433 11.8328
O 0.8729 8.2912 20.9319
O 9.4845 3.7889 10.3189
O 9.8081 2.3315 12.4841
O 7.7109 8.5286 19.3848
O 2.8398 8.0183 11.3049
O 4.0929 3.0145 15.4072
O 0.9655 4.4541 14.4173
O 10.1463 2.9683 18.9553
O 9.3953 7.7442 12.8984
O 10.5792 0.5047 20.0704
O 6.1271 4.9986 11.9505
O 8.2688 2.7 17.0198
O 3.6518 5.439 16.7555
O 4.8966 8.7701 10.4303
O 1.6735 6.6391 13.139
O 4.9223 5.4261 14.3869
O 2.1054 3.8114 20.925
O 10.667 1.352 16.9732
O 1.0688 6.0215 16.5533
O 7.3979 10.9375 21.9542
O 5.9841 0.8566 19.9366
O 6.1784 10.0129 12.4045
O 2.9857 0.4849 15.5826
O 7.3087 7.9784 10.9168
O 10.3337 7.9746 18.6754
O 3.5626 9.1391 16.5367

Results
free energy: -135978.556 eV
free energy less fixed offsets of B -154.04, O -568.88, Si -635.61 eV per atom: -1.876 eV

Forces (eV/angstrom), in the order of the atoms: element, x, y, z
Si -0.0003 0.0007 0.0023
Si -0.0004 0.0024 0.0048
Si 0.0019 0.0004 0.0028
Si 0.0015 -0.0023 0.0019
Si -0.0001 0.0013 0.0042
Si -0.003 -0.0001 0.0012
Si 0.0017 -0.0022 0.0023
Si 0.0028 0 0.0049
Si 0.0035 -0.0001 0.0038
Si 0.0018 -0.0003 0
Si 0.0016 0.0002 -0.001
Si 0.002 0.0002 0.0013
Si 0.0009 0.0002 -0.0005
Si 0.0008 0.0006 0.0003
Si -0.0022 0.0014 0.004
Si 0 0.0004 -0.0005
Si -0.0017 -0.0036 0.0028
Si -0.0029 -0.004 0.0001
Si 0.003 0.0008 0.0025
Si 0.0028 0.0007 -0.0026
Si -0.0024 -0.0049 -0.0023
Si -0.0009 -0.0033 -0.0005
Si 0.0019 0.0006 -0.0017
Si 0.0029 0.0013 0.0013
Si -0.0036 -0.0056 0.0031
Si 0.0037 0.0046 0.0032
Si -0.0089 0.0005 -0.0068
Si 0.003 0.0014 -0.0011
Si 0.0033 0.0079 0.0058
Si -0.0014 0.0016 0.0082
Si 0.011 0.0066 -0.0212
Si -0.0013 0.0002 -0.0066
Si 0.0003 0.0083 0.0029
Si -0.001 0.0033 0.0018
Si 0.0037 -0.0102 0.0027
Si 0.0061 -0.0009 0.0009
Si 0.0032 0.0029 0.0012
Si 0.0018 0.0011 -0.0002
Si 0.0088 -0.0053 0.0036
Si 0.0039 -0.0076 -0.0003
Si 0.0907 -0.0204 -0.083
Si 0.0824 -0.0448 -0.0326
Si 0.1128 -0.105 0.0683
Si -0.052 -0.1434 -0.0932
Si 0.0524 -0.1928 0.0246
Si 0.0873 -0.0416 -0.13
Si -0.0035 -0.1055 -0.0452
Si -0.1257 -0.1672 0.1255
Si -0.0954 0.1127 0.0333
Si -0.1431 0.078 -0.087
Si 0.015 0.1692 0.0253
Si -0.0387 0.1277 0.1258
Si -0.1047 0.0012 -0.0343
Si -0.0557 0.0996 -0.0165
Si -0.0012 0.1671 0.1165
Si -0.0523 0.1531 0.0227
Si 0.0048 -0.0029 0.0004
Si 0.0123 -0.0094 -0.0045
Si -0.0073 -0.0019 0.0111
Si -0.007 0.0009 -0.0049
Si 0.0011 0.0046 -0.0032
Si 0.0051 -0.004 0.0002
Si -0.0099 0.0006 -0.0126
Si -0.0071 -0.0091 0.0073
Si -0.0123 0.0073 -0.0122
Si 0.0061 0.0003 -0.0088
Si -0.0057 0.0018 0.001
Si -0.0046 0.0002 0.0184
Si 0.0033 -0.0072 -0.0153
Si 0.0045 -0.0063 0.0012
Si 0.0103 -0.0159 -0.0107
Si -0.0071 0.0052 0.0022
Si 0.0181 0.0079 -0.0065
Si 0.0011 0.0037 -0.0031
Si -0.0019 -0.0095 -0.0015
Si -0.004 -0.0009 -0.0003
Si -0.0121 -0.0039 0.0051
Si 0.0117 -0.0024 -0.0075
Si 0.0114 0.0055 -0.0005
Si -0.0142 -0.0129 -0.019
Si -0.0129 0.0139 0.017
Si -0.0081 0.0044 -0.0102
Si -0.0003 0.0032 -0.0091
Si 0.0075 0.0132 0.0029
Si 0.0059 0.002 0.0003
Si -0.001 0.0004 0.0013
Si 0.0062 0.004 0.0137
Si 0.0003 0.0001 0.0023
Si -0.0014 0.0072 0.0067
Si 0.0187 -0.0209 0.0572
Si -0.0115 0.0106 0.0011
Si 0.0109 -0.0143 -0.0187
Si -0.0106 -0.0052 -0.0077
Si -0.0028 0.0036 0.0018
B -0.0048 -0.0004 0.0377
Si -0.0018 0.0124 0.008
O -0.0008 0.0002 -0.0021
O 0.0015 -0.0014 -0.0011
O -0.0005 -0.0013 -0.0024
O 0.001 -0.0019 -0.0032
O 0.0079 -0.0122 0.0021
O 0.0111 -0.0108 0.0029
O -0.0029 0.0079 -0.0547
O -0.0001 -0.0019 0.0142
O -0.0022 0.0071 0.0058
O -0.0069 0.0004 0.0053
O 0.0058 -0.0012 -0.021
O -0.0025 -0.0003 -0.0036
O -0.0027 -0.0012 -0.0014
O 0.0137 -0.0126 -0.0241
O 0.004 0.0061 -0.0022
O 0.0009 -0.0002 -0.0017
O 0.002 -0.001 -0.0019
O 0.0009 -0.001 -0.0019
O 0.0017 -0.001 -0.0022
O 0 0.0004 -0.0005
O 0.0004 0.0003 -0.0015
O 0.002 -0.0024 -0.0024
O 0.0004 0.0008 -0.0021
Si 0.0017 -0.0001 -0.0011
Si 0.0049 -0.0027 -0.0014
Si 0.0009 -0.0009 -0.0008
Si 0.001 -0.0001 -0.001
Si 0.001 -0.0001 0.0005
Si -0.0004 -0.0003 -0.003
Si 0.0003 -0.0006 0.005
Si 0.0015 -0.0004 -0.0016
Si 0.0001 -0.0049 -0.0007
Si 0.0021 0.002 -0.0029
Si 0.002 -0.0001 0.0027
Si 0.002 -0.0003 -0.0013
Si -0.0051 -0.007 0.0004
Si 0.0019 0.0002 0.0021
Si 0.0017 0.0003 0.0023
Si 0.0106 -0.0002 -0.0091
Si 0.0001 0.0005 -0.0006
Si 0.0015 -0.0013 -0.0017
Si 0.0013 0.0002 0.0013
B 0.0017 0.0128 0.0146
Si 0.0022 -0.0003 -0.0008
Si 0.0019 0 0.0005
Si 0.0004 -0.0026 0.0013
Si 0.0018 -0.0006 0.0008
Si 0.0073 -0.0008 0.0087
Si 0.002 -0.0005 0.003
Si 0.0014 -0.0008 -0.0011
Si 0.0009 -0.0005 0.0045
Si 0.0013 -0.0005 -0.0002
Si 0.0021 -0.013 0.0013
Si 0.0022 0.0005 -0.0001
Si 0.002 0 -0.0014
Si 0.0068 -0.006 0.0019
Si 0.0006 -0.0031 -0.0031
Si 0.0002 0 0.0025
Si 0.0012 0.0009 0.0008
Si 0.0005 -0.0006 0.0041
Si 0.002 -0.0003 -0.0015
O -0.0003 0.0006 -0.0007
O 0.0009 -0.0002 0.0001
O 0.0003 -0.0012 0.0014
O 0.0016 -0.0003 0.0008
O 0.0017 -0.0017 0.0022
O 0.0007 -0.0005 0.0007
O 0.0027 -0.0008 0.0003
O 0.0021 0 0.0005
O 0.0004 -0.0007 -0.0005
O 0.0003 -0.0005 0.0007
O -0.0037 0.0021 0.0051
O 0.0017 0.0009 -0.0002
O 0.001 -0.0011 0.0013
O -0.0013 0.0018 0
O 0.0005 -0.0001 -0.002
O 0.0026 -0.0004 0.0003
O 0.0013 -0.0004 0
O 0.0021 0 0.0005
O 0.001 0.0032 0.0034
O 0.0015 0.0015 -0.0013
O 0.0007 -0.0003 -0.001
O 0.0013 -0.0001 0.0003
O 0.0014 -0.0002 0.001
O 0.0017 -0.0002 -0.0005
O 0.0021 -0.0009 0.0002
O 0.0013 -0.0006 0.0004
O 0.0032 -0.0002 -0.0001
O 0.0008 -0.0009 -0.0003
O 0.0026 -0.0001 0
O 0.0007 -0.0002 0
O 0.0002 0 -0.0025
O 0.0027 0.0016 -0.0008
O 0.0007 0.0007 -0.0019
O 0.0022 -0.0006 -0.0005
O 0.0057 -0.0019 0.0002
O 0.001 -0.0013 0.0006
O -0.0003 -0.0005 -0.0002
O 0.0033 -0.001 -0.0001
O 0.0008 -0.0005 0.0006
O 0.0022 -0.0005 -0.0018
O 0.0038 -0.003 -0.0047
O 0.0047 0.0015 0.002
O 0.0003 -0.0004 -0.0015
O 0.0075 0.0051 0.0051
O 0.0025 -0.0017 -0.0005
O 0.0024 -0.0003 0.0001
O -0.0012 -0.0014 -0.0023
O 0.0029 -0.0003 0.0004
O 0.003 0 -0.0015
O 0.0017 -0.0001 0.0002
O 0.0015 0 0.0008
O 0.0011 -0.0009 -0.0004
O -0.0023 0.0015 -0.0004
O 0.0016 -0.0001 0.0005
O 0.0012 -0.0008 0.0007
O -0.0045 -0.0013 -0.0091
O 0.0031 0.0008 0.0007
O 0.0004 0.0001 -0.0009
O 0.0017 -0.0004 -0.0018
O 0.0022 0.0009 0.001
O 0.0026 0.0005 0.0014
O 0.0015 0.0002 -0.0015
O 0.0013 -0.0005 -0.0004
O 0.0018 -0.0011 -0.0007
O 0.0022 0.0006 0.0011
O -0.0027 -0.003 0.001
O 0.0018 -0.0005 0
O 0.0033 -0.0005 -0.0006

The program warned: the cutoff lies below the one the program advises for these potential files; the exchange-correlation potential is rough where the density is thin.
